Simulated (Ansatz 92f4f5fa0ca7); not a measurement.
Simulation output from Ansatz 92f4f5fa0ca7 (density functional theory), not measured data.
Periodic cell of 220 atoms, Si132O88, from a study of silicon, its oxide and their interface. The atomic structure is a simulated model.
This geometry differs little from another in the collection (a relaxation step or a small displacement).

Settings: functional r2SCAN; potential files Ansatz PAW; basis plane waves; wave-function cutoff 800 eV; density cutoff ratio 5; exchange-correlation grid ratio 1; k mesh 1 x 1 x 1, shifted by 0.5 0.5 0 of a step; self-consistency stop 1e-10 eV per atom in the density residual; occupations fixed; spin none; net charge 0.

Cell vectors (angstrom)
a, 10.887, 0, 0
b, 0, 10.887, 0
c, 0, 0, 31.3558

Atoms and the computed forces on them: element, x, y, z (angstrom), force x, y, z (eV/angstrom)
Si, 0.2026, -0.2697, 0.1521, -0.0089, 0.0285, -0.1068
Si, 2.6577, 2.6131, 0.4197, -0.0043, -0.0001, -0.0517
Si, 0.4878, 4.85, -0.0265, -0.005, 0.0146, -0.0994
Si, 2.2886, 8.2995, 0.1224, 0.005, -0.0142, -0.0888
Si, 4.7609, 0.3478, 0.0447, 0.0061, -0.0187, -0.0958
Si, 7.6668, 2.9135, -0.066, 0.0139, -0.0143, -0.1115
Si, 5.4364, 5.1266, 0.2269, -0.0179, 0.0085, -0.0792
Si, 8.037, 8.02, -0.0957, 0.0002, -0.0065, -0.1084
Si, 1.2568, 1.2239, 1.6107, -0.0009, 0.0013, 0.0032
Si, 4.029, 3.9959, 1.6669, -0.0001, -0.0004, 0.0023
Si, 1.2868, 6.6196, 1.391, 0.0001, -0.0007, 0.0029
Si, 3.8629, 9.5279, 1.3982, -0.0013, 0.0008, 0.0047
Si, 6.5883, 1.3089, 1.2661, -0.0024, 0.0017, 0.0057
Si, 9.4761, 3.952, 1.1594, 0.0017, -0.0004, 0.0072
Si, 6.6465, 6.8012, 1.3508, 0.0035, -0.0028, 0.0056
Si, 9.4118, 9.4127, 1.2674, -0.0001, 0.0005, 0.0064
Si, -0.1617, 2.6789, 2.7377, -0.005, 0.0029, -0.0012
Si, 2.6386, -0.0874, 2.9234, 0.0022, 0.0003, -0.0011
Si, -0.112, 8.0478, 2.6929, -0.002, -0.0011, -0.0019
Si, 2.6723, 5.4463, 2.8647, -0.0031, 0.0028, -0.002
Si, 5.4322, 2.6133, 2.868, 0.0011, -0.0034, -0.0015
Si, 8.0433, -0.0483, 2.5985, 0.0013, -0.0002, -0.0009
Si, 5.3239, 8.1879, 2.7045, -0.0009, -0.0009, -0.0012
Si, 8.1516, 5.4036, 2.599, 0.0005, 0.0015, -0.0022
Si, 1.2535, 4.0423, 4.0972, -0.0002, -0.0013, 0.0008
Si, 4.0445, 1.2904, 4.2018, -0.0012, 0.0012, 0.0006
Si, 1.2495, 9.405, 4.132, -0.0022, -0.0006, 0.0003
Si, 4.0431, 6.8293, 4.1436, 0.0016, 0.0008, 0.0004
Si, 6.8296, 4.06, 4.0652, -0.0002, 0.0013, 0.0014
Si, 9.3948, 1.3028, 4.053, 0.0006, -0.0009, 0
Si, 6.7309, 9.5176, 4.0459, -0.0006, 0.0012, 0.0011
Si, 9.4412, 6.7324, 4.0722, -0.0017, -0.0003, 0.0008
Si, -0.0771, -0.0233, 5.4113, -0.0012, 0.0007, 0.0003
Si, 2.6629, 2.7117, 5.4524, -0.0009, 0.0007, 0.0009
Si, -0.0544, 5.4244, 5.4667, -0.0001, -0.0004, 0.0007
Si, 2.6761, 8.1459, 5.5149, -0.0001, 0, 0.0015
Si, 5.4327, -0.0412, 5.5092, -0.0015, -0.001, 0.0012
Si, 8.1399, 2.7036, 5.4665, -0.0007, 0.0001, 0
Si, 5.4547, 5.4412, 5.4177, -0.001, 0.0008, 0.0008
Si, 8.1117, 8.151, 5.3987, -0.0003, 0.0006, 0.0005
Si, 1.3174, 1.3372, 6.7885, -0.0001, 0.0004, 0.0012
Si, 4.0646, 4.0885, 6.7627, -0.0013, 0.0004, 0.0012
Si, 1.3272, 6.773, 6.8359, 0.0001, 0.0003, 0.0001
Si, 4.062, 9.5091, 6.8616, -0.0013, 0.0002, 0.0008
Si, 6.7863, 1.3594, 6.8321, -0.0013, 0.0006, -0.0002
Si, 9.5084, 4.061, 6.8356, -0.0015, 0, -0.0001
Si, 6.7907, 6.8057, 6.7967, -0.0015, 0.0005, 0.0008
Si, 9.4829, 9.5146, 6.7671, 0.0004, 0, 0.0007
Si, 0.0186, 2.7229, 8.1763, -0.0011, 0.0006, 0.0007
Si, 2.7119, 0.0323, 8.1744, -0.0018, 0, 0.0013
Si, -0.0057, 8.2093, 8.1374, -0.0024, -0.0005, 0.001
Si, 2.7473, 5.4439, 8.1583, -0.0007, 0.0007, 0.001
Si, 5.4263, 2.7569, 8.1438, -0.0011, 0, 0.0013
Si, 8.178, -0.0028, 8.1531, -0.0014, 0.0008, 0.0008
Si, 5.463, 8.1596, 8.1896, -0.0008, 0.0004, 0.0014
Si, 8.1708, 5.4768, 8.1656, -0.0013, 0.0003, 0.0013
Si, 1.4026, 4.0993, 9.5217, -0.0003, 0.0007, 0.0011
Si, 4.0934, 1.4051, 9.5181, -0.0012, -0.0003, 0.001
Si, 1.3751, 9.5413, 9.5238, -0.0005, 0.0001, 0.0009
Si, 4.1087, 6.7993, 9.533, -0.0011, 0.0006, 0.0006
Si, 6.7884, 4.1263, 9.5005, -0.0004, -0.0003, 0.0011
Si, 9.5528, 1.3448, 9.5079, -0.0006, 0.0004, 0.0007
Si, 6.8461, 9.5375, 9.5317, -0.0001, 0.0004, 0.0009
Si, 9.5356, 6.8811, 9.5035, -0.0007, 0.0001, 0.0008
Si, 0.0314, 0.0107, 10.8997, -0.0001, 0.0006, 0.0003
Si, 2.7794, 2.7762, 10.9095, -0.0006, -0.0002, 0
Si, 0.0798, 5.5714, 10.8004, -0.0022, 0.0007, -0.0005
Si, 2.7869, 8.2043, 10.8655, -0.0006, 0, -0.0001
Si, 5.4967, 0.0467, 10.839, 0.0001, 0.0004, -0.0001
Si, 8.1829, 2.7519, 10.7851, -0.0004, 0.0002, 0.0001
Si, 5.4837, 5.489, 10.9265, -0.0001, 0.0007, 0.0002
Si, 8.2176, 8.2199, 10.9415, 0.0002, -0.0005, 0.0002
Si, 1.4168, 1.3842, 12.2095, 0.0006, 0.0012, -0.0022
Si, 4.1386, 4.1436, 12.3041, 0, 0.0002, -0.0019
Si, 1.4435, 6.884, 12.2504, -0.0007, 0.0005, -0.0004
Si, 4.1893, 9.5557, 12.1992, -0.0003, 0.0005, 0.0002
Si, 6.8576, 1.4131, 12.1868, -0.0016, 0.0011, -0.0002
Si, 9.5525, 4.1995, 12.0055, 0.0015, 0.0003, -0.0006
Si, 6.8466, 6.8691, 12.2981, -0.0001, 0.0011, -0.002
Si, 9.5998, 9.5669, 12.3359, -0.0007, -0.0003, -0.0015
Si, 0.0548, 2.9161, 13.3227, 0.0003, 0.0004, -0.0004
Si, 2.8401, 0.0406, 13.5304, -0.0006, 0.0004, 0.0027
Si, 0.146, 8.2485, 13.7054, -0.0013, 0.0018, 0.0037
Si, 2.8283, 5.5637, 13.663, 0.0012, -0.0014, 0.0056
Si, 5.5407, 2.7722, 13.602, -0.003, 0.0032, 0.0052
Si, 8.236, 0.1216, 13.6142, 0.0033, -0.0006, 0.005
Si, 5.5479, 8.2725, 13.6929, 0.0005, -0.0026, 0.0055
Si, 8.2714, 5.4647, 13.5109, -0.0023, 0.0019, 0.0049
Si, 1.2123, 4.3201, 14.8041, -0.0097, 0.0168, -0.0819
Si, 4.3833, 1.1811, 14.8751, 0.0134, -0.0131, -0.0763
Si, 1.8074, 9.425, 14.9851, 0.0104, -0.018, -0.075
Si, 3.975, 7.1488, 15.04, -0.0171, 0.0175, -0.0791
Si, 7.1393, 3.9287, 14.8863, 0.0149, -0.0167, -0.0818
Si, 9.4161, 1.858, 14.6721, -0.0215, 0.0063, -0.064
Si, 6.6743, 9.9211, 14.9972, -0.0263, 0.0145, -0.0998
Si, 9.9012, 6.5249, 14.814, 0.0203, -0.0152, -0.0989
Si, 3.0086, 2.9615, 17.0127, 0.0182, -0.004, -0.1891
Si, 13.291, 0.6935, 26.9207, 0.0257, 0.0076, -0.184
Si, -6.9354, 6.762, 29.3999, -0.0103, -0.0133, -0.2164
Si, 9.2547, -3.972, 17.7601, -0.0077, 0.0339, -0.2046
Si, 8.6972, 3.0912, 28.5162, -0.0044, -0.0085, -0.2477
Si, 21.876, 11.1798, 16.8059, 0.0224, -0.0154, -0.1831
Si, 13.7846, -7.0726, 23.129, 0.0206, 0.0097, -0.1908
Si, 7.1008, 16.703, 19.4496, -0.037, -0.0127, -0.2389
Si, 5.2637, -5.6952, 17.1202, -0.0156, 0.0036, -0.2089
Si, 5.8679, 4.1412, 23.5517, -0.0111, -0.006, -0.1698
Si, 1.9943, -4.5695, 21.4478, -0.0313, -0.0189, -0.1992
Si, -8.6429, -1.8704, 22.501, -0.0318, -0.0061, -0.1856
Si, 3.5611, 11.8638, 22.4464, -0.0056, 0.0001, -0.1654
Si, -14.0614, -2.6313, 21.1196, -0.0036, 0.0028, -0.2219
Si, 11.8133, 13.2559, 18.9729, 0.0431, -0.0335, -0.231
Si, 14.5236, 7.7729, 24.9956, 0.0144, 0.0201, -0.224
Si, -11.3215, -3.7558, 26.6928, 0.0042, -0.0127, -0.2366
Si, 10.2991, 1.8186, 21.5235, 0.0093, 0.0034, -0.2439
Si, 12.4343, 3.2263, 25.6756, -0.0157, 0.0072, -0.2012
Si, 0.0241, -9.8501, 28.6743, 0.028, -0.0095, -0.2312
Si, -2.4195, -1.1717, 17.5264, -0.008, -0.0259, -0.2164
Si, -1.3462, 5.9827, 29.3172, -0.0187, 0.0163, -0.2185
Si, -11.6801, 1.6286, 24.5695, 0.0147, 0.014, -0.2282
Si, 19.0167, 11.12, 20.1475, 0.0207, -0.036, -0.2191
Si, -4.9416, -1.6651, 29.3207, -0.0115, -0.0084, -0.2191
Si, -3.4615, 13.6267, 25.5838, -0.0484, 0.0013, -0.2401
Si, 6.2475, 1.5649, 21.8487, 0.0319, -0.0042, -0.198
Si, 19.9166, 6.4027, 24.2298, -0.0302, 0.001, -0.2367
Si, -5.1461, 0.5442, 24.4273, -0.0043, 0.0335, -0.2071
Si, -0.1491, -0.6917, 26.2991, -0.0116, -0.0037, -0.199
Si, 4.9176, -11.9471, 26.6618, -0.0287, -0.0045, -0.2308
Si, 13.2393, -4.985, 26.8475, -0.0288, -0.0183, -0.2247
Si, -1.9357, 4.6328, 21.4793, 0.0061, 0.0009, -0.2266
Si, -4.5281, -3.8737, 23.5903, 0.047, 0.0108, -0.1763
Si, 11.1409, 16.2, 19.3156, -0.0179, -0.0092, -0.2115
Si, 10.4936, 7.9031, 22.3015, -0.0099, -0.0162, -0.1765
O, -3.9125, 8.045, -8.8282, -0.0432, -0.0381, 0.1362
O, -11.7073, -5.618, -10.8481, -0.0452, -0.0142, 0.1223
O, -0.5526, -2.2351, -5.171, 0.0046, -0.0062, 0.0711
O, -10.5921, -7.0505, -12.7236, -0.0101, 0.0278, 0.0802
O, -4.3017, 4.1137, -0.3399, -0.01, 0.0067, 0.046
O, -1.6128, 3.0651, -9.7723, -0.0029, -0.0082, 0.0726
O, 1.2232, 9.4451, -0.379, 0.0011, -0.0041, 0.0499
O, 1.7389, 3.9107, -7.1285, -0.0318, -0.0198, 0.1336
O, 7.3357, -1.9186, -1.2487, 0.0409, -0.0242, 0.0977
O, 4.0758, -6.7595, -14.1448, 0.0012, 0.0036, 0.0612
O, -1.059, -0.8145, -14.6002, -0.0334, -0.0134, 0.0681
O, 12.5605, -5.0714, -11.4245, 0.0421, 0.0324, 0.1263
O, 7.903, 2.9184, -4.248, 0.0567, 0.0165, 0.193
O, 8.8216, 6.7998, -0.8537, -0.0363, 0.0421, 0.1017
O, 10.6665, 0.6193, -1.1518, 0.0004, -0.0449, 0.1598
O, 0.0928, 5.3983, 15.3237, -0.0088, 0.0055, 0.0467
O, -2.1561, 4.6663, 28.8558, 0.0123, 0.0263, 0.0852
O, 5.4888, 0.0901, 15.3768, 0.0036, -0.0022, 0.038
O, 3.6964, 1.7257, 16.2438, -0.0333, 0.0374, 0.094
O, 2.8631, 8.2738, 15.5099, -0.0015, 0.0001, 0.0403
O, 4.6778, 6.5253, 16.3863, 0.0325, -0.0418, 0.1004
O, 0.6895, 2.1335, 20.5591, -0.0426, -0.0144, 0.1503
O, 11.4703, 17.4901, 22.199, -0.0119, 0.0186, 0.0697
O, 10.5114, 1.4392, 15.7931, 0.0341, -0.0329, 0.0935
O, 6.4742, 4.6014, 16.2136, -0.038, 0.0338, 0.1034
O, 6.9576, -3.5919, 20.0649, 0.0137, 0.0472, 0.1087
O, 28.4316, -10.3377, 23.0759, -0.0165, -0.0213, 0.1272
O, 10.7257, 6.4469, 18.2298, 0.0334, -0.0345, 0.0965
O, 16.6311, 5.442, 18.6466, 0.0561, 0.0202, 0.1394
O, 9.1674, 7.0636, 16.1594, -0.0179, 0.0083, 0.1541
O, -15.0114, -17.7135, 24.9057, 0.0401, -0.0311, 0.107
O, 8.2827, 2.8391, 15.3589, -0.0006, 0.0025, 0.0405
O, 9.9082, 6.0671, 25.556, 0.0507, 0.021, 0.1521
O, 4.3189, 14.757, 23.889, 0.0064, 0.0008, 0.0568
O, 13.6678, -5.7982, 22.1379, 0.0231, -0.0541, 0.0998
O, 6.3352, -7.8308, 22.4522, -0.0091, 0.0348, 0.0926
O, 15.6423, 1.1693, 21.3694, -0.0157, -0.0022, 0.0817
O, 8.176, 0.0535, 18.5387, -0.0125, 0.0487, 0.1592
O, 16.9681, 9.6388, 27.76, 0.0385, -0.0218, 0.1629
O, 9.5596, 11.4302, 20.8366, 0.0223, 0.0257, 0.0851
O, 13.6106, 13.2504, 22.4048, 0.0049, 0.0172, 0.0722
O, -7.8686, 6.3393, 25.4218, -0.0278, -0.0311, 0.1159
O, -0.1748, 1.5592, 23.0629, -0.005, -0.0082, 0.1869
O, 18.3595, 9.7804, 20.7202, -0.0077, -0.0234, 0.0832
O, 28.9384, 1.4575, 20.5381, -0.0424, 0.0268, 0.1027
O, 5.6975, -0.8242, 25.2548, -0.0202, -0.0349, 0.1227
O, 4.9986, 7.5706, 24.1816, -0.0582, 0.0162, 0.0936
O, -7.4565, -15.6843, 28.0269, 0.0592, 0.0321, 0.1618
O, -3.5975, -1.416, 16.446, 0.0523, -0.0072, 0.1337
O, 24.5351, 29.5424, 21.5414, 0.0041, 0.0326, 0.0779
O, 0.3085, 1.0664, 18.2077, 0.0087, 0.0591, 0.1279
O, -1.5595, -2.9046, 21.1676, 0.0416, -0.0023, 0.0966
O, -0.6513, -10.9762, 27.7166, -0.0025, 0.0439, 0.1293
O, -6.9903, 0.1155, 27.1261, -0.0022, 0.0021, 0.0724
O, 2.5733, -8.8647, 26.004, 0.0043, -0.0423, 0.0873
O, -4.8661, 5.5969, 22.8893, -0.0041, -0.0034, 0.0687
O, 7.5546, 15.7211, 20.6565, 0.0393, -0.0318, 0.1181
O, -5.7198, -11.3203, 30.0187, -0.0252, 0.0482, 0.1165
O, 7.5178, -4.1351, 24.6944, 0.0153, -0.0035, 0.0811
O, -6.3835, 5.5634, 30.3171, 0.0366, -0.0358, 0.1027
O, 0.0858, 2.533, 25.5925, 0.0238, 0.0102, 0.0873
O, 1.7886, 3.5164, 16.0983, 0.0291, -0.032, 0.102
O, -2.0933, 8.3587, 18.3391, -0.0033, -0.0109, 0.0785
O, 3.6969, 1.5603, 30.9768, -0.0066, 0.0093, 0.0457
O, 2.7514, -3.3012, 30.0835, -0.034, 0.0352, 0.1084
O, 11.9883, -4.0074, 27.0756, 0.0022, 0.0024, 0.0719
O, 3.9738, -2.3499, 26.3817, 0.0215, 0.0305, 0.1103
O, -2.2567, 2.2951, 24.5975, -0.0167, 0.0053, 0.0882
O, -1.1909, 7.7678, 23.6767, -0.0182, -0.0265, 0.1097
O, 11.5142, -1.7304, 22.3081, 0.0163, 0.0077, 0.0577
O, -8.4236, -8.4206, 18.4563, -0.0465, -0.0103, 0.1142
O, 10.1907, 2.4662, 28.4063, -0.0091, 0.0041, 0.0757
O, -9.1094, -6.4981, 26.7695, 0.0122, 0.0381, 0.0887
O, 1.6128, 1.1138, 28.2895, -0.0461, 0.0097, 0.1132
O, 2.7892, 10.486, 22.0972, 0.0104, -0.0021, 0.0604
O, 8.2344, 5.7977, 18.2925, -0.0264, -0.0149, 0.1021
O, -1.91, 5.3163, 22.976, 0.0009, 0.053, 0.1523
O, 12.2815, 10.3506, 16.2833, -0.0361, 0.0417, 0.0878
O, -0.8744, 0.1047, 25.0927, 0.0208, -0.0468, 0.1057
O, 10.9909, 5.5024, 29.8645, 0.034, -0.028, 0.1176
O, 9.6049, 6.9616, 28.0435, -0.0295, -0.0384, 0.16
O, -4.6312, -9.2553, 25.4969, 0.0233, 0.0126, 0.0871
O, 2.6353, 8.617, 24.0271, 0.0407, -0.031, 0.138
O, -6.6624, 0.8384, 23.9217, 0.0341, -0.0201, 0.1073
O, 1.6276, 3.6834, 30.9888, 0.0105, -0.0089, 0.0483
O, 5.1609, 7.8148, 29.2527, -0.0026, -0.0061, 0.0732
O, 7.9787, 2.3466, 29.7692, -0.0324, -0.0052, 0.1517
O, 1.4591, -0.4244, 26.1945, 0.006, 0.0121, 0.0734

Results
free energy: -134624.111 eV
free energy less fixed offsets of O -570.45, Si -639.56 eV per atom: -2.591 eV

The program warned: the cutoff lies below the one the program advises for these potential files; the forces do not sum to zero within the program's tolerance; empty levels may hold ghost states of the PAW files; the exchange-correlation potential is rough where the density is thin.
